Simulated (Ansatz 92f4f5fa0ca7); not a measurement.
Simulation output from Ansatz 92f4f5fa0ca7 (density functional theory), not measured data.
Periodic cell of 220 atoms, Si132O88, from a study of silicon, its oxide and their interface. The atomic structure is a simulated model.
This geometry differs little from another in the collection (a relaxation step or a small displacement).

Settings
functional: r2SCAN
potential files: Ansatz PAW
basis: plane waves
wave-function cutoff: 800 eV
density cutoff ratio: 5
exchange-correlation grid ratio: 1
k mesh: 1 x 1 x 1, shifted by 0.5 0.5 0 of a step
self-consistency stop: 1e-10 eV per atom in the density residual
occupations: fixed
spin: none
net charge: 0

Cell vectors (angstrom)
a  10.88  0  0
b  0  10.88  0
c  0  0  32.0375

Atoms: element, x, y, z (angstrom)
Si  -0.9013  0.4488  -1.4157
Si  1.2249  1.3249  -1.1304
Si  -0.1023  6.266  -0.4391
Si  3.0158  8.1512  -0.1305
Si  5.4318  -0.5449  -0.4754
Si  8.1978  2.7887  0.0296
Si  5.56  3.878  -1.2855
Si  9.2902  8.2772  -0.7587
Si  1.8345  1.8303  1.1593
Si  3.8031  3.2443  1.2084
Si  1.3181  7.1073  1.1734
Si  4.258  9.4505  1.3334
Si  6.9448  1.368  1.3691
Si  9.6489  4.4009  0.9419
Si  7.0573  7.0966  1.7275
Si  8.732  8.7836  1.4693
Si  0.0706  2.9066  2.387
Si  2.7485  0.0295  2.4841
Si  -0.1612  8.1927  2.6209
Si  2.558  5.6706  2.5689
Si  5.4141  2.515  2.7168
Si  8.1674  -0.0989  2.6446
Si  5.428  8.2193  2.8943
Si  8.2863  5.3944  2.6631
Si  1.3197  4.1815  3.9383
Si  4.03  1.2565  4.0731
Si  1.2764  9.6103  3.8522
Si  3.9842  6.8259  4.0335
Si  6.7723  4.0552  3.9043
Si  9.5888  1.4203  3.7902
Si  6.7944  9.6096  4.1506
Si  9.5649  6.7662  4.0848
Si  -0.0001  0.1085  5.2602
Si  2.6923  2.7717  5.2872
Si  0.0174  5.4459  5.4327
Si  2.6013  8.2257  5.2935
Si  5.3951  0.0129  5.4931
Si  8.1624  2.7087  5.2346
Si  5.4178  5.4452  5.291
Si  8.1704  8.1869  5.3792
Si  1.3281  1.4294  6.661
Si  4.0624  4.1106  6.6725
Si  1.3488  6.8603  6.7443
Si  3.9726  9.5069  6.7161
Si  6.7957  1.4472  6.7033
Si  9.4809  4.0642  6.674
Si  6.7522  6.83  6.6621
Si  9.5199  9.6249  6.6612
Si  -0.0131  2.7595  8.0574
Si  2.649  0.0473  8.0308
Si  -0.0379  8.2494  8.0358
Si  2.7356  5.4742  8.0763
Si  5.4122  2.7883  8.0685
Si  8.1631  0.1095  8.0476
Si  5.3496  8.1502  8.0318
Si  8.1108  5.4627  7.9888
Si  1.369  4.0963  9.4289
Si  4.0113  1.3996  9.3764
Si  1.2866  9.6097  9.4177
Si  4.0703  6.8032  9.4872
Si  6.7475  4.1932  9.4136
Si  9.5  1.4873  9.4629
Si  6.705  9.6107  9.2618
Si  9.4806  6.8274  9.3138
Si  -0.0233  0.1258  10.8147
Si  2.7179  2.7164  10.8394
Si  -0.0309  5.4801  10.7091
Si  2.6337  8.198  10.7194
Si  5.3834  0.055  10.6943
Si  8.1432  2.9336  10.7869
Si  5.4663  5.4964  10.9055
Si  8.0473  8.2241  10.5213
Si  1.3017  1.464  12.2945
Si  4.2004  3.96  12.217
Si  1.2025  6.9153  12.0736
Si  4.0094  9.5339  12.016
Si  6.7576  1.4883  11.97
Si  9.4526  4.3376  12.2354
Si  6.8734  6.9981  12.1166
Si  9.337  9.5758  11.8627
Si  -0.2011  2.8752  13.5911
Si  2.7426  -0.0472  13.491
Si  -0.5262  7.9943  13.1801
Si  2.9438  4.9078  13.8852
Si  5.5887  2.6413  13.6283
Si  7.9865  0.0185  13.2075
Si  5.4457  8.3069  13.42
Si  8.6759  6.2943  13.495
Si  1.2672  3.8644  15.1893
Si  4.5009  0.8522  14.7903
Si  0.4427  9.3409  14.8229
Si  4.2681  6.0348  15.4082
Si  6.7999  4.336  16.0259
Si  9.4977  1.0625  14.5828
Si  6.2979  10.1019  14.6119
Si  8.0872  6.3212  15.8607
Si  2.1604  5.8589  17.347
Si  7.2429  -6.8814  22.2568
Si  11.3963  2.2271  17.6038
Si  4.1127  1.2298  17.1046
Si  8.3444  -0.9204  22.3442
Si  4.3727  -7.123  21.5201
Si  8.4058  2.0686  17.3893
Si  -0.8926  8.1704  17.1437
Si  3.0697  3.3953  18.706
Si  9.6072  -3.1707  24.233
Si  6.6381  -0.1981  18.2509
Si  1.6436  -0.0653  18.5639
Si  -0.8491  -8.1379  22.8005
Si  7.2546  9.1505  16.5403
Si  12.568  -3.8781  23.9347
Si  2.6964  2.4331  26.2667
Si  11.944  -2.7793  19.1013
Si  11.0973  0.025  21.4368
Si  7.0742  6.0267  24.3197
Si  -5.3139  -12.5595  20.8861
Si  6.9282  0.1788  26.8123
Si  1.5771  5.6663  28.853
Si  1.963  -6.9887  23.5167
Si  0.5173  2.9655  28.3871
Si  5.8667  -4.5536  21.6868
Si  2.7292  7.6832  26.7856
Si  5.67  6.6155  27.1288
Si  -1.5458  -1.1282  26.2657
Si  9.3131  0.776  28.4605
Si  2.4492  -1.9345  21.7786
Si  5.443  6.2776  31.0709
Si  -6.5745  4.1889  28.2431
Si  6.5552  -3.0038  29.7913
Si  3.7437  10.6809  27.1344
Si  2.8897  -0.1293  30.1849
Si  8.5552  1.0555  24.5534
O  1.0682  2.6632  -2.1384
O  3.0702  -1.6212  -5.2463
O  4.5682  3.1843  -0.2139
O  3.4455  4.813  1.4739
O  0.8828  5.989  -1.7546
O  -0.8895  9.7092  -1.1462
O  2.6006  9.1834  -1.3795
O  3.1675  10.9724  -3.4295
O  5.9857  -1.5828  -1.6226
O  2.135  -5.4078  -8.2891
O  6.5536  0.4995  0.0053
O  9.074  1.5449  -0.5974
O  5.0139  3.2478  -2.6924
O  3.9252  6.9134  -0.7446
O  8.1644  7.9099  -1.9053
O  1.1495  5.0783  16.3235
O  1.215  2.5479  16.169
O  19.6889  -2.0875  23.3507
O  3.8934  2.799  17.4381
O  -0.2592  10.8045  14.9193
O  0.4057  8.5274  16.2331
O  4.8328  7.2601  14.527
O  3.2568  6.6979  16.5082
O  7.8951  0.8927  18.4201
O  7.3072  3.2748  17.1791
O  8.6583  1.4123  15.9372
O  2.1656  3.0567  24.8856
O  12.8464  6.1127  13.2893
O  9.418  6.6786  16.7795
O  7.0207  7.5199  16.3311
O  2.9942  4.9503  18.3796
O  1.5247  2.8246  18.7453
O  5.8698  -7.7313  21.8842
O  3.8829  -7.6994  20.0833
O  12.7951  -1.6269  18.3702
O  1.9869  -1.1893  14.436
O  11.8818  0.2069  20.0303
O  6.6377  3.5132  14.6012
O  9.8565  2.7005  17.8406
O  6.1366  -4.0585  23.2289
O  7.2655  1.1817  25.5478
O  11.0079  -3.6196  23.5703
O  6.3704  6.4584  32.4135
O  9.6398  -0.7456  21.3346
O  5.3601  5.1027  16.2098
O  -1.9971  9.263  16.6942
O  0.4339  3.7233  22.9648
O  5.8843  -0.8416  19.5402
O  5.6981  -3.2919  20.7015
O  3.2725  0.933  26.0745
O  13.5249  -2.9601  23.0063
O  -4.0227  -1.2791  21.8004
O  -0.9998  -2.5412  25.722
O  -0.1802  -9.4282  22.0768
O  0.5575  -6.2975  28.1593
O  3.1593  3.3886  22.5351
O  6.311  -3.1751  28.169
O  18.9622  0.4782  23.1188
O  -1.2446  0.0133  25.1553
O  1.8544  7.0494  28.0206
O  8.7124  -7.5472  21.9985
O  5.5753  0.8032  17.5831
O  3.0837  0.5338  18.1608
O  12.2736  -0.7698  22.2747
O  10.3641  8.3636  18.7303
O  7.1193  3.4365  30.9914
O  -3.1691  -12.0925  26.4526
O  -6.3312  -5.4993  21.5373
O  -5.3704  -5.6655  27.9039
O  7.0588  4.4665  23.8244
O  1.4833  2.2887  27.3018
O  -4.3323  6.3524  25.8057
O  9.3977  -8.4757  24.2657
O  5.3767  -0.1472  27.0841
O  1.6033  -2.7571  20.6256
O  3.8404  3.3905  26.9204
O  12.1596  -4.1661  18.3571
O  3.9808  -1.432  21.3484
O  1.8705  7.3871  25.4746
O  -0.917  -0.5083  27.6301
O  7.1449  -5.5198  21.3416
O  3.0374  4.9417  28.9396
O  4.2745  0.3501  30.8783
O  7.7077  0.8152  28.1006
O  9.9494  13.1427  28.1228
O  11.4083  -10.2766  17.6103
O  -2.2416  6.4311  24.3075
O  4.1744  6.9883  26.6766

Results
free energy: -134611.782 eV
free energy less fixed offsets of O -570.45, Si -639.56 eV per atom: 9.738 eV

Forces (eV/angstrom), in the order of the atoms: element, x, y, z
Si  -0.0152  -0.0017  0.0151
Si  0.001  -0.0013  -0.0086
Si  0.003  0.0102  0.0123
Si  0.0078  -0.0075  -0.0071
Si  0.0103  0.0019  -0.0058
Si  -0.0165  -0.0078  0.0137
Si  0.0009  0.0071  0.0054
Si  -0.0164  0.0101  0.0337
Si  -0.0021  0.0001  0.0028
Si  0.0105  0.0103  0.0061
Si  0.0235  0.0072  0.0121
Si  -0.0053  -0.0048  0.0037
Si  0.0073  0.0112  0.0037
Si  -0.0062  -0.0051  0.0002
Si  0.01  0.0013  -0.0017
Si  -0.0106  -0.0058  0.0036
Si  -0.0048  0.0021  0.0069
Si  -0.002  -0.0018  0.0136
Si  -0.0089  -0.0042  0.0044
Si  0.0251  0.0154  0.0282
Si  0.0146  -0.0075  0.007
Si  0.0131  0.004  0.0013
Si  0.0013  0.0022  0.0056
Si  0.0019  0.008  0.0091
Si  -0.0014  0.0013  -0.0057
Si  -0.0009  0.0061  -0.0046
Si  -0.0035  0.0025  -0.0087
Si  -0.0037  -0.0004  -0.0031
Si  -0.0059  0.0004  -0.006
Si  -0.0144  -0.0069  -0.0084
Si  0  -0.0073  -0.0099
Si  0.0013  -0.0031  -0.001
Si  0.0014  0.0027  -0.0001
Si  0.0023  -0.0017  0.0007
Si  -0.0033  0.0032  -0.0012
Si  0.0097  -0.0002  -0.0026
Si  0.0004  0.0003  -0.0001
Si  0.0005  -0.0018  -0.002
Si  -0.0034  -0.0003  -0.0046
Si  -0.0006  -0.0007  0.0022
Si  -0.0002  0.0005  -0.0011
Si  0.0013  0.0015  -0.0018
Si  -0.0033  0.0014  -0.0003
Si  -0.0048  -0.0016  0.0003
Si  -0.0003  -0.0003  0.0003
Si  0.0004  -0.0006  -0.0005
Si  0.0031  0.0031  -0.0024
Si  -0.0001  0.0021  -0.0023
Si  -0.0009  -0.0017  0.003
Si  0.0029  -0.0007  0.0003
Si  -0.0008  0.001  0.0016
Si  0.004  0.0025  0.0017
Si  0.0016  0.0012  -0.0014
Si  0.0005  0.0015  0.0016
Si  -0.0001  0.0002  0.0026
Si  0  0.0012  -0.0001
Si  0.0019  -0.0017  0.0003
Si  -0.0037  0.001  0.0009
Si  0.0019  -0.0013  0.0004
Si  0.0032  0.0026  0.0022
Si  -0.002  -0.0013  0.0006
Si  0.0013  -0.0025  0.0022
Si  0.0003  0.0016  0.0015
Si  -0.0056  0.0016  -0.0013
Si  -0.0024  0.0029  -0.0005
Si  0.0052  0.0003  -0.002
Si  0  0.0051  0.0003
Si  0.0002  -0.0007  -0.0011
Si  0.0008  0.0003  -0.0008
Si  -0.0021  0.0022  -0.0002
Si  0.0001  -0.0038  -0.0027
Si  0.0053  -0.0019  0.0011
Si  0.0033  -0.0002  0.0013
Si  0.0025  0.0028  0.0045
Si  0.0009  0.006  0.0041
Si  0.0017  -0.0041  0.0006
Si  0.0002  0.0002  -0.002
Si  0.0003  -0.0018  -0.0001
Si  -0.0032  0.0046  0.0051
Si  -0.0028  0.0022  -0.0009
Si  -0.0073  -0.0021  0.0021
Si  0.0084  0.0155  0.0075
Si  0.0049  -0.0025  -0.0017
Si  0.0156  -0.0088  0.0025
Si  -0.0206  0.005  0.0029
Si  0.0038  -0.0054  0.0029
Si  -0.0055  0.0139  -0.0013
Si  -0.0001  0.0029  -0.0141
Si  0.0135  -0.0002  -0.0162
Si  0.0004  0.0008  -0.0049
Si  -0.0021  0.0023  -0.0021
Si  -0.0024  -0.0067  -0.0234
Si  -0.0082  -0.0061  -0.0104
Si  -0.0087  0.0033  -0.0239
Si  0.0013  -0.008  0.0094
Si  -0.006  0.0039  0.0007
Si  0.0045  -0.0046  -0.0186
Si  -0.0052  -0.0003  0.0009
Si  -0.0003  0.0044  -0.0094
Si  -0.0013  0.0019  -0.0227
Si  0.0032  0.0016  0
Si  -0.0054  -0.0004  -0.0114
Si  -0.0044  0.0005  -0.0095
Si  0.0005  0.0009  -0.0112
Si  -0.0025  0.0028  -0.0151
Si  -0.0014  0.001  0.0056
Si  0.0101  -0.0137  -0.0127
Si  0.0022  0.0013  -0.0149
Si  0.0013  -0.0051  0.0036
Si  -0.0188  0.0219  -0.0302
Si  -0.0007  0.0029  0.005
Si  -0.003  -0.0034  0.0148
Si  -0.0049  0.0017  -0.0125
Si  0.0046  -0.0034  -0.0078
Si  -0.0039  0.004  0.0086
Si  -0.0014  0.0075  -0.0115
Si  -0.004  -0.0023  0.0109
Si  0.0015  0.0018  0.0095
Si  0.0044  -0.0047  0.0058
Si  0.0055  -0.0053  0.0122
Si  -0.0036  0.0004  -0.0018
Si  0.0059  0.0003  0.0143
Si  -0.0031  0.0027  0.0227
Si  -0.0005  0.0021  0.0134
Si  -0.0013  0.001  0.016
Si  -0.0055  -0.0011  -0.0067
Si  0.0202  -0.0027  -0.02
Si  0.0003  0.0043  0.0163
Si  -0.0145  -0.0071  0.012
Si  -0.0014  0.0015  0.0065
Si  0.0083  -0.0003  0.0098
Si  -0.0001  -0.0026  0.0095
O  0.0013  0.0047  -0.0064
O  -0.0035  -0.0006  -0.0032
O  -0.0067  -0.0057  0.0059
O  -0.0374  -0.0151  -0.0257
O  0.0038  -0.0079  -0.0219
O  0.0148  0.0128  -0.0216
O  -0.0154  0.005  -0.0021
O  0.0002  0.0036  -0.0082
O  0.0023  0.0065  0.0037
O  -0.0014  -0.0002  -0.0006
O  -0.0071  -0.0027  0.0055
O  0.0175  -0.0046  -0.0107
O  -0.0054  -0.0054  -0.0068
O  -0.0111  0.0022  0.0005
O  0.0087  -0.0018  -0.0119
O  -0.0029  0.0043  0.0088
O  -0.0041  -0.0079  0.0077
O  -0.003  -0.0008  0.0007
O  -0.0054  0  0.0064
O  0.0055  -0.0046  0.0047
O  0.0015  0.0007  0.0074
O  0.0008  -0.0117  0.0019
O  -0.0031  0.008  0.0098
O  0.0048  -0.0029  0.0076
O  0.0013  -0.0022  0.0032
O  0.0006  0.001  0.0079
O  -0.0054  0.0041  -0.0089
O  -0.0073  0.0019  -0.0036
O  0.0026  -0.0011  -0.0048
O  0.0105  -0.0073  0.0158
O  0.0038  -0.0017  0.0069
O  0.0013  0  0.0046
O  0.004  -0.0028  0.002
O  0.0041  -0.0017  0.0114
O  -0.0032  -0.0013  0.0015
O  -0.0071  -0.0096  -0.0083
O  -0.0042  0.0009  0.0139
O  0.0117  0.0096  0.0043
O  0.0021  0.0014  0.0041
O  -0.0013  0.0009  0
O  0.0014  0.003  -0.0074
O  -0.0007  -0.0021  -0.0015
O  -0.0035  0.0012  0.0166
O  -0.0032  -0.0008  0.0019
O  0.0089  -0.0008  0.0119
O  0.0093  -0.0097  0.004
O  -0.0044  0.0009  -0.0025
O  -0.0095  -0.0029  0.0195
O  0.0011  -0.0032  0.0005
O  -0.0018  -0.0012  -0.0031
O  0.002  -0.0018  0.0012
O  0.0001  -0.001  0.0051
O  -0.0009  -0.0017  -0.0016
O  -0.0032  0.0037  0.0019
O  -0.0042  0  -0.0058
O  -0.0014  -0.0004  0.005
O  0.0018  0.0037  -0.0144
O  -0.004  -0.0006  -0.0027
O  0.0015  -0.0001  -0.0049
O  0.0001  0.0024  -0.0045
O  0  0.0012  -0.0005
O  0.0036  0.0045  0.0115
O  0.0009  0.001  0.0018
O  -0.0013  -0.0005  0.0055
O  0.0028  -0.0011  0.0065
O  0.0081  0.004  -0.0017
O  0.0004  -0.0008  -0.0013
O  -0.0006  0.0001  0
O  -0.0001  0.0022  -0.0015
O  -0.0009  -0.0054  -0.0016
O  -0.0005  -0.0031  -0.0023
O  0.0055  -0.0052  -0.0125
O  -0.0006  0.0016  -0.0015
O  0.0043  -0.0002  -0.0024
O  0.0024  0.0015  0.0094
O  -0.0026  -0.0029  -0.0065
O  -0.0036  0.0022  0.0028
O  0.0013  0.0007  0.0021
O  -0.0058  -0.0012  -0.0061
O  -0.0014  -0.005  -0.0104
O  0.0009  -0.0012  -0.0008
O  0.0001  -0.0017  -0.0015
O  -0.0023  0.0032  -0.0006
O  -0.0041  -0.0011  -0.0048
O  -0.0056  -0.0032  -0.0076
O  -0.0054  -0.0028  -0.0002
O  0.0019  -0.0011  -0.0002
O  -0.006  0.0031  -0.0036

The program warned: the cutoff lies below the one the program advises for these potential files; the forces do not sum to zero within the program's tolerance; empty levels may hold ghost states of the PAW files; the exchange-correlation potential is rough where the density is thin.
